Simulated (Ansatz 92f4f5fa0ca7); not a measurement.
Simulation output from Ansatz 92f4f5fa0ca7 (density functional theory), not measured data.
Periodic cell of 234 atoms, Si146O88, from a study of silicon, its oxide and their interface. The atomic structure is a simulated model.

Settings
functional: r2SCAN
potential files: Ansatz PAW
basis: plane waves
wave-function cutoff: 800 eV
density cutoff ratio: 5
exchange-correlation grid ratio: 1
k mesh: 1 x 1 x 1, Gamma-centred
self-consistency stop: 5e-08 eV per atom in the density residual
occupations: fixed
spin: none
net charge: 0

Cell vectors (angstrom)
a  11.6015  0  0
b  0  10.938  0
c  0  0  32.1198

Atoms and the computed forces on them: element, x, y, z (angstrom), force x, y, z (eV/angstrom)
Si  0.2719  -0.0557  23.3363  -0.0283  -0.1262  -0.3215
Si  4.1224  0.1187  23.4842  -0.0348  -0.2339  -0.3437
Si  7.9537  0.0036  23.3963  -0.0546  -0.2053  -0.2892
Si  2.1411  1.3836  23.4144  -0.0193  0.186  -0.3188
Si  6.0972  1.4532  23.3579  0.0106  0.2051  -0.2893
Si  9.9679  1.3039  23.5282  0.0927  0.2198  -0.3332
Si  0.0613  5.7233  23.3222  -0.0165  -0.1327  -0.3592
Si  3.8607  5.2443  23.443  -0.0066  -0.1668  -0.3047
Si  7.7981  5.4648  23.4811  0.1397  -0.2909  -0.2543
Si  2.1317  6.8479  23.5087  0.0618  0.2181  -0.2915
Si  5.7089  6.7034  23.3121  -0.1073  0.19  -0.2825
Si  9.6486  6.9178  23.5234  -0.0023  0.2221  -0.3197
Si  1.9419  2.7225  25.3579  0.0437  0.0251  -0.0045
Si  5.8824  2.7097  25.37  0.0314  0.0414  0.0135
Si  9.7203  2.7851  25.3689  0.0193  -0.0084  -0.0113
Si  11.6533  4.1698  25.2282  0.005  -0.0463  0.0192
Si  3.9079  3.9998  25.4088  0.0087  -0.0094  -0.0359
Si  7.7506  4.1424  25.4418  0.0047  -0.0067  -0.0062
Si  2.0953  8.2098  25.425  -0.0214  0.009  -0.0166
Si  5.9  8.1481  25.2802  -0.0196  0.0483  0.0247
Si  9.7569  8.2494  25.4323  -0.0174  -0.0011  -0.0352
Si  11.7515  9.5247  25.2952  0.0116  -0.0362  0.0095
Si  4.0259  9.6072  25.3907  -0.0168  -0.0059  -0.0062
Si  7.8185  9.5851  25.3538  0.0278  -0.0229  0.0069
Si  11.6426  -0.0176  27.2455  0.0193  0.0237  0.0001
Si  3.9192  0.0183  27.3137  0.0123  0.008  -0.0069
Si  7.7797  0.005  27.2909  -0.018  0.0121  -0.0097
Si  1.955  1.3527  27.288  -0.0187  -0.0094  -0.0248
Si  5.8544  1.357  27.3034  -0.0013  -0.0131  -0.0072
Si  9.7186  1.3771  27.278  -0.002  -0.0042  0
Si  11.668  5.459  27.246  -0.0135  0.0325  0.0042
Si  3.9363  5.4584  27.2832  -0.0167  -0.001  0.0012
Si  7.7929  5.5037  27.3393  -0.0148  -0.0068  -0.0181
Si  2.0079  6.8156  27.3133  0.0037  0.0026  -0.0084
Si  5.8577  6.8461  27.2721  0.0021  -0.0244  0.0008
Si  9.7448  6.8317  27.3125  -0.0163  0.0034  -0.0054
Si  1.9336  2.7345  29.2205  0.0007  -0.0145  -0.0511
Si  5.8008  2.7345  29.2205  0.0475  0.0929  0.0361
Si  9.6679  2.7345  29.2205  0.0725  -0.0472  -0.0018
Si  0  4.1018  29.2205  0.0677  -0.0105  -0.2399
Si  3.8672  4.1018  29.2205  0.1142  -0.054  0.0053
Si  7.7343  4.1018  29.2205  0.0448  -0.0092  0.2011
Si  1.9336  8.2035  29.2205  0.0577  -0.0488  0.0915
Si  5.8008  8.2035  29.2205  0.0147  0.0881  -0.1018
Si  9.6679  8.2035  29.2205  0.1089  0.0369  0.1758
Si  0  9.5708  29.2205  -0.0159  -0.0183  -0.231
Si  3.8672  9.5708  29.2205  0.013  -0.031  0.1192
Si  7.7343  9.5708  29.2205  0.08  -0.0168  -0.0213
Si  0  0  31.1541  0.0035  0.0523  -0.0556
Si  3.8672  0  31.1541  -0.0015  0.0691  0.0443
Si  7.7343  0  31.1541  -0.0011  0.0151  -0.0075
Si  1.9336  1.3673  31.1541  0.0138  -0.049  0.0125
Si  5.8008  1.3673  31.1541  0.0246  -0.0931  0.0279
Si  9.6679  1.3673  31.1541  -0.023  0.0101  -0.023
Si  0  5.469  31.1541  0.0081  0.0812  -0.0296
Si  3.8672  5.469  31.1541  -0.0174  0.0744  0.0166
Si  7.7343  5.469  31.1541  0.0153  -0.0195  0.0388
Si  1.9336  6.8362  31.1541  -0.0041  0.051  -0.0148
Si  5.8008  6.8362  31.1541  -0.003  -0.1195  0.0209
Si  9.6679  6.8362  31.1541  -0.0035  -0.036  0.0172
Si  1.9336  2.7345  0.9679  -0.0115  0.0393  0.0968
Si  5.8008  2.7345  0.9679  -0.1075  -0.01  0.1002
Si  9.6679  2.7345  0.9679  0.0036  0.0209  -0.1256
Si  0  4.1018  0.9679  -0.1143  -0.0181  -0.0272
Si  3.8672  4.1018  0.9679  0.09  -0.0529  0.0443
Si  7.7343  4.1018  0.9679  -0.1467  0.0255  0.0099
Si  1.9336  8.2035  0.9679  -0.0005  -0.0141  -0.2231
Si  5.8008  8.2035  0.9679  -0.0239  0.058  0.139
Si  9.6679  8.2035  0.9679  -0.1522  -0.015  0.1827
Si  0  9.5708  0.9679  0.0286  0.0024  -0.075
Si  3.8672  9.5708  0.9679  -0.0644  -0.0098  0.2247
Si  7.7343  9.5708  0.9679  -0.0808  -0.03  -0.1668
Si  11.5749  0.0116  2.8853  -0.0042  -0.0101  0.0003
Si  3.8127  -0.0099  2.9401  0.0015  0.0249  0.0027
Si  7.6766  0.0162  2.8684  0.0079  0.0029  0.014
Si  1.9081  1.3873  2.9222  0.0072  -0.0016  -0.0099
Si  5.7371  1.3646  2.9225  0.0013  -0.0253  0.0036
Si  9.6198  1.3462  2.8657  -0.004  0.0002  0.0105
Si  11.5301  5.4952  2.8831  0.0083  0.0038  0.0185
Si  3.8468  5.4667  2.9075  0.0062  0.0149  0.0042
Si  7.6485  5.4523  2.9119  0.0107  0.004  -0.0073
Si  1.9047  6.7894  2.8396  0.0128  0.0124  0.0228
Si  5.7441  6.8746  2.9457  -0.0072  -0.0213  -0.0097
Si  9.5757  6.833  2.9223  0.0105  -0.0169  0.003
Si  1.8858  2.8242  4.8275  -0.0417  0.0041  0.024
Si  5.6721  2.6637  4.9142  -0.0233  0.0484  -0.0174
Si  9.591  2.7075  4.7775  0.0113  0.0091  0.0054
Si  11.5076  4.0908  4.7739  0.0029  -0.0178  0.0039
Si  3.8583  4.1633  4.892  0.0112  -0.0477  -0.0151
Si  7.6173  4.0532  4.8325  0.0034  0.009  0.0112
Si  1.9096  8.1068  4.7573  -0.0221  0.0041  0.0074
Si  5.7096  8.2928  4.8934  0.0056  0.0246  0.0059
Si  9.5655  8.2179  4.8593  0.0254  0.027  -0.0124
Si  11.5591  9.4384  4.7015  -0.0177  0.0206  0.0412
Si  3.7358  9.6213  4.9441  -0.0071  -0.0588  -0.0224
Si  7.6499  9.6554  4.8208  -0.0205  -0.0113  0.0048
Si  11.5225  -0.1625  6.582  0.09  -0.1747  0.2803
Si  3.4648  0.0131  6.9913  -0.0923  -0.1504  0.2741
Si  7.5611  0.145  6.7377  0.0793  -0.2854  0.3205
Si  1.6134  1.4491  6.7115  -0.0684  0.1253  0.3031
Si  5.5062  1.3376  6.9603  0.0473  0.2135  0.3191
Si  9.6343  1.2758  6.6647  0.0589  0.24  0.2989
Si  11.5108  5.3959  6.7341  -0.0206  -0.1708  0.3063
Si  3.9332  5.501  6.9006  -0.0543  -0.2181  0.2889
Si  7.6408  5.5467  6.6787  0.0447  -0.2341  0.3188
Si  1.8974  6.6613  6.6495  -0.017  0.2733  0.3355
Si  5.7887  7.0527  6.9192  0.0267  0.1835  0.248
Si  9.6137  6.7997  6.7723  -0.0472  0.1493  0.3149
O  5.5109  2.3348  8.2937  -0.2055  0.0962  -0.0777
O  1.8301  7.6709  7.9411  -0.0588  0.2112  -0.1743
O  5.88  8.1054  8.2577  0.2607  0.0599  -0.1107
O  11.4039  4.5149  8.16  -0.0125  -0.2575  -0.2287
O  7.7094  10.0231  7.9962  -0.34  0.01  -0.0154
O  9.5344  7.522  8.2792  -0.172  -0.208  0.0746
O  2.9376  10.0308  8.3261  -0.2769  -0.0149  -0.2872
O  10.0221  2.2292  7.9712  0.3334  -0.0083  -0.1473
O  7.6564  4.5374  8.0047  -0.0465  0.2883  0.1927
O  3.9395  4.5097  8.2513  0.2695  -0.0484  -0.1034
O  0.2512  9.8806  7.9776  0.3417  -0.0025  -0.1651
O  1.1459  2.2338  8.1377  -0.3152  0.0141  -0.2342
O  2.5168  7.8453  22.214  0.3376  -0.0488  0.179
O  2.1154  2.2785  22.0014  0.2102  0.0888  0.0879
O  6.2652  2.4501  22.0016  0.2852  0.0217  0.1544
O  4.0868  10.0572  22.1661  -0.0549  -0.2133  0.1844
O  5.2288  7.6559  22.0007  -0.2741  0.0243  0.2134
O  7.8375  9.9314  22.0664  0.2963  -0.0673  0.0703
O  3.7782  4.346  22.0256  -0.2326  -0.0765  0.0928
O  9.5517  7.8894  22.1821  -0.201  0.057  0.0564
O  0.0325  5.1734  21.765  0.0926  -0.0485  -0.0255
O  8.2046  4.2432  22.4066  -0.3093  0.0047  -0.0918
O  0.2782  10.237  21.7716  -0.2198  0.2257  -0.0231
O  10.388  2.2846  22.2357  -0.1861  -0.2237  -0.2134
Si  1.5731  9.1203  8.5984  -0.0377  -0.1581  0.0724
Si  4.3789  6.3646  14.3793  -0.0299  -0.0182  -0.0981
Si  2.4997  2.098  16.0534  -0.0246  0.0264  0.0572
Si  7.5531  4.6563  9.6257  0.0735  -0.1178  -0.0307
Si  3.8793  8.5373  21.6292  -0.0453  0.089  -0.1328
Si  2.9203  8.161  16.5138  0.0041  0.0412  0.0446
Si  11.21  10.374  20.2743  -0.0447  -0.0201  -0.0618
Si  -0.0935  5.5259  12.7366  0.0025  -0.0422  0.013
Si  11.3452  2.9403  8.6216  -0.0452  0.0311  0.1022
Si  2.9322  3.3339  21.0514  0.02  -0.0085  -0.0583
Si  8.6764  0.7797  15.6135  0.0619  -0.0014  0.0217
Si  4.2373  1.8024  18.6062  0.0171  0.0499  0.0381
Si  8.9888  7.4916  9.8215  -0.0171  0.121  0.0262
Si  3.4002  10.4242  14.6296  0.0534  -0.0331  -0.0242
Si  7.4828  5.2149  18.9149  -0.0264  -0.0201  0.0398
Si  5.9374  10.9741  11.4491  -0.0148  -0.0018  -0.0293
Si  10.1259  2.2625  20.6266  0.0353  0.0507  -0.0044
Si  4.4138  9.5281  18.8505  0.0314  -0.0846  0.0216
Si  0.1651  8.2855  11.2877  0.0284  0.0341  0.0132
Si  0.241  8.8868  17.6867  -0.0137  -0.0394  0.0399
Si  1.3152  10.7926  12.7071  0.0045  -0.0475  0.0056
Si  8.1253  8.5841  15.8098  0.0621  0.0089  -0.0251
Si  8.7218  8.8692  21.1905  0.0239  -0.044  -0.1002
Si  6.7717  9.2455  9.0697  0.1218  0.0778  0.0545
Si  2.4941  4.0283  13.6385  0.0172  0.0406  -0.0554
Si  7.8774  2.0712  12.8513  0.0132  -0.039  -0.0114
Si  0.07  0.4386  15.6474  -0.0604  0.1335  0.0489
Si  10.3748  6.2562  18.1945  0.0485  0.0108  0.0407
Si  0.3103  4.6745  20.2457  -0.0449  0.0324  -0.0475
Si  5.7467  8.9389  13.7843  -0.0117  -0.0132  0.0035
Si  6.8848  2.7342  17.1392  0.0378  -0.0289  0.0184
Si  3.2895  1.8367  11.5317  0.0415  0.0356  0.0366
Si  9.638  5.9463  15.2924  0.0774  0.0427  0.003
Si  4.77  3.4731  9.2154  -0.0187  -0.0341  -0.0208
Si  6.9938  8.0212  18.7733  0.0079  0.0062  0.0752
Si  9.8975  3.4185  11.1654  -0.0024  -0.0294  -0.0333
Si  7.4367  3.3413  21.2772  -0.0147  0.0823  -0.0334
Si  6.8806  4.3373  14.6056  -0.0624  0.0112  -0.0017
O  2.7618  10.1662  13.1501  -0.2254  0.311  0.3516
O  9.0012  5.8535  19.0102  -0.071  -0.0539  -0.2757
O  7.9704  1.1818  14.2071  0.1589  0.1788  0.0328
O  11.123  2.8372  10.2392  -0.3214  0.2393  -0.2209
O  8.5357  3.5489  10.2765  0.1158  0.3138  0.08
O  3.6641  2.7324  10.1899  0.2454  -0.0482  0.0928
O  5.7634  2.1421  18.1536  -0.1264  0.0989  -0.1882
O  8.6234  10.1131  15.763  -0.1449  0.0232  -0.0399
O  6.3172  3.2528  15.7003  0.3729  0.1376  0.116
O  7.5728  4.0638  17.7769  -0.228  -0.0275  0.1339
O  1.8542  4.1643  20.1472  -0.1515  -0.1251  0.3384
O  8.1762  6.0913  10.1249  0.0597  -0.0416  -0.2789
O  3.9177  2.5343  20.0285  -0.2149  0.0305  -0.097
O  7.8275  8.5923  10.1111  -0.02  -0.1361  -0.456
O  8.3314  5.0076  14.9796  -0.0529  0.0681  0.0013
O  9.7763  9.634  20.2466  0.1198  0.002  0.3113
O  2.5359  9.3899  15.5278  0.3797  -0.0026  0.0134
O  4.0648  8.7322  17.4933  -0.2389  0.0991  0.0799
O  10.5815  7.8723  17.9543  0.2743  -0.1675  -0.0378
O  8.4884  2.3474  20.4862  0.1366  0.2957  0.2818
O  7.9545  1.5347  16.8661  -0.1315  0.1682  -0.3479
O  10.7812  5.801  14.1576  -0.1355  -0.056  -0.1099
O  7.0941  1.1748  11.7176  -0.124  -0.0603  0.2733
O  5.9747  4.3104  10.0026  0.1112  -0.1532  -0.3633
O  3.642  8.7224  20.0366  0.3554  0.19  0.1283
O  9.2653  7.5328  15.3321  -0.2254  -0.1974  0.1883
O  9.4203  2.399  12.3582  -0.333  0.2576  -0.1963
O  6.2028  9.6796  12.4156  -0.2348  0.2004  0.1453
O  1.0701  1.4371  16.4603  0.187  -0.1572  -0.4354
O  6.0064  9.291  19.0222  -0.2369  -0.3027  -0.138
O  11.6554  5.8089  19.1089  -0.3404  -0.2118  0.062
O  7.73  8.2811  17.3518  -0.0852  -0.0296  -0.0299
O  0.5988  0.3987  14.0852  0.1424  -0.1488  0.0947
O  5.7619  5.5203  14.5888  -0.0677  -0.0879  -0.0494
O  0.5291  9.7359  19.0791  -0.3928  -0.058  -0.0674
O  7.0825  3.4858  13.2018  0.2071  -0.185  0.3135
O  3.3466  5.4087  13.5853  0.0572  -0.1509  0.3095
O  0.5492  6.9226  12.1342  -0.3266  -0.0162  -0.0608
O  10.8436  0.9862  19.9267  -0.1114  -0.0858  0.3728
O  3.3401  1.014  15.167  -0.3056  -0.147  0.0853
O  10.2551  7.9416  10.7497  0.0845  -0.0725  -0.1126
O  3.255  2.408  17.457  0.1153  -0.3127  -0.0842
O  6.4476  6.4665  18.6369  0.5017  0.1062  0.0944
O  1.5186  7.9071  17.3159  0.0447  0.3936  -0.1432
O  1.0568  4.3932  12.9672  0.0743  0.2148  0.1366
O  10.4001  4.8695  11.7264  0.145  -0.2328  0.119
O  5.9143  10.3591  9.9176  0.2761  -0.1668  0.1526
O  6.8739  4.4635  20.2378  0.3735  -0.1523  -0.0793
O  4.7615  7.6688  13.462  0.179  0.0454  0.4559
O  10.2391  1.1972  15.6156  -0.0684  -0.4035  -0.0138
O  3.2642  2.8952  12.7663  -0.2336  -0.0129  -0.0797
O  0.2423  9.6609  12.1905  0.3248  -0.0836  -0.0977
O  4.9748  10.0616  14.6765  -0.2939  -0.2801  -0.2987
O  1.258  8.6851  10.1355  -0.2422  0.0494  -0.1247
O  -0.0621  9.9489  16.4632  0.1339  0.0986  0.1119
O  7.8263  7.9999  20.1736  0.0554  0.2433  -0.0996
O  3.5943  6.8793  15.7426  0.0377  0.278  -0.2068
O  4.0598  0.1809  18.7867  0.1521  -0.0194  -0.0798
O  10.3  5.5247  16.7309  -0.2234  0.3986  0.0385
O  2.3386  3.4683  15.1733  0.1093  -0.2768  -0.23
O  4.5053  0.7628  11.7031  0.0615  0.0929  -0.0785
O  6.9433  8.3782  14.712  -0.0328  0.2242  0.0689
O  1.8222  1.0177  11.6089  0.2879  -0.0956  0.3173
O  10.8165  3.5267  19.906  0.1129  -0.0023  0.3397

Results
free energy: -143572.649 eV
free energy less fixed offsets of O -570.45, Si -639.56 eV per atom: 2.711 eV

The program warned: the cutoff lies below the one the program advises for these potential files; the forces do not sum to zero within the program's tolerance; empty levels may hold ghost states of the PAW files; the exchange-correlation potential is rough where the density is thin.
